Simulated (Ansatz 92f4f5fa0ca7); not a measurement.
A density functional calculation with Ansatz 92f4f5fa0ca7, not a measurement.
Periodic cell of 237 atoms, Si147O90, from a study of silicon, its oxide and their interface. The atomic structure is a simulated model.
Doubt: the cutoff is far below the 930 eV that the study's wrapper takes by default for these files, so forces and energies are approximate.

Settings: functional PBE; potential files Ansatz PAW; basis plane waves; wave-function cutoff 580 eV; density cutoff ratio 5; exchange-correlation grid ratio 1; k mesh 1 x 1 x 1, Gamma-centred; self-consistency stop 5e-08 eV per atom in the density residual; occupations fixed; spin none; net charge 0.

Cell vectors (angstrom)
a	11.6015	0	0
b	0	10.938	0
c	0	0	33.049

Atoms and the computed forces on them: element, x, y, z (angstrom), force x, y, z (eV/angstrom)
Si	0.0131	0.122	24.1953	-0.0388	-0.3248	-0.2899
Si	4.1906	-0.01	24.1493	0.1215	-0.1745	-0.3824
Si	7.7422	-0.0739	24.4815	-0.0646	-0.3942	-0.1047
Si	2.1239	1.1988	24.209	-0.0324	0.4697	-0.2922
Si	5.9766	1.4454	24.5347	0.0963	0.3884	-0.0281
Si	9.5897	1.3764	24.2824	-0.1883	0.2268	-0.295
Si	0.2987	5.5092	24.2786	0.247	-0.1498	-0.321
Si	3.9427	5.5485	24.4582	0.0028	-0.2902	-0.1236
Si	7.9256	5.6235	24.3511	-0.0928	-0.3213	-0.0994
Si	2.1119	6.9987	24.3605	0.0375	0.3073	-0.2513
Si	5.9278	6.831	24.3217	0.0133	0.2284	-0.1875
Si	9.919	6.8745	24.1309	-0.0147	0.3218	-0.4595
Si	2.0544	2.633	26.2145	0.0045	0.2295	-0.0254
Si	5.9049	2.8461	26.3876	0.0163	0.1456	0.0145
Si	9.743	2.7407	26.2217	-0.0101	0.2412	0.2224
Si	0.1226	4.0961	26.1951	-0.0559	-0.2807	0.1595
Si	3.9291	4.1378	26.3414	-0.0026	-0.1928	0.1736
Si	7.8691	4.2191	26.2966	-0.0384	-0.2505	0.0207
Si	2.0244	8.3748	26.2318	-0.0163	0.174	0.1332
Si	5.868	8.1624	26.2857	0.0021	0.2058	0.0983
Si	9.8351	8.1508	26.1764	0.0085	0.2108	0.2407
Si	0.0483	9.7087	26.1889	-0.0375	-0.2252	0.2096
Si	4.0156	9.66	26.1782	-0.0098	-0.2484	0.2498
Si	7.8541	9.4665	26.331	-0.1014	-0.1958	-0.0084
Si	0.0347	0.0112	28.2114	-0.0048	0.1429	-0.0839
Si	3.9372	0.0095	28.1926	-0.0021	0.1255	-0.0972
Si	7.8034	-0.0122	28.2119	0.0273	0.0249	-0.0322
Si	1.9853	1.3633	28.2173	0.0021	-0.1149	-0.0995
Si	5.8737	1.3737	28.2324	-0.02	-0.0412	0.0023
Si	9.7131	1.395	28.1954	0.0765	-0.0628	-0.0331
Si	0.0768	5.453	28.179	-0.0341	0.037	-0.0259
Si	3.8769	5.4977	28.2534	0.0188	0.0944	-0.0518
Si	7.8037	5.5112	28.255	0.0322	0.1127	-0.109
Si	1.9689	6.9035	28.1629	-0.0121	-0.0356	-0.046
Si	5.8315	6.829	28.2367	0.0127	-0.1173	-0.1187
Si	9.7584	6.8519	28.1873	0.0263	-0.1286	-0.0731
Si	1.9336	2.7345	30.1497	0.0443	0.0778	0.018
Si	5.8008	2.7345	30.1497	0.1084	0.0119	0.0906
Si	9.6679	2.7345	30.1497	0.0012	0.0202	-0.1011
Si	0	4.1018	30.1497	0.1109	0.0246	-0.1626
Si	3.8672	4.1018	30.1497	-0.0746	-0.0109	0.1327
Si	7.7343	4.1018	30.1497	0.0953	0.001	0.0945
Si	1.9336	8.2035	30.1497	-0.0362	0.0617	-0.1456
Si	5.8008	8.2035	30.1497	0.0154	0.0853	0.0431
Si	9.6679	8.2035	30.1497	0.1593	0.0834	-0.1542
Si	0	9.5708	30.1497	0.011	0.0117	-0.0342
Si	3.8672	9.5708	30.1497	0.0781	-0.0284	-0.1836
Si	7.7343	9.5708	30.1497	0.0713	0.0351	-0.0027
Si	0	0	32.0833	0.0083	0.072	-0.0415
Si	3.8672	0	32.0833	-0.0105	0.1373	0.0051
Si	7.7343	0	32.0833	0.0034	-0.0463	-0.0646
Si	1.9336	1.3673	32.0833	-0.012	-0.1887	0.0621
Si	5.8008	1.3673	32.0833	-0.0092	0.0209	0.0325
Si	9.6679	1.3673	32.0833	0.0161	0.025	-0.0443
Si	0	5.469	32.0833	-0.0029	0.0814	-0.0087
Si	3.8672	5.469	32.0833	0.0076	0.0551	0.0599
Si	7.7343	5.469	32.0833	-0.0001	0.0549	0.0254
Si	1.9336	6.8362	32.0833	0.0081	-0.0345	-0.0392
Si	5.8008	6.8362	32.0833	0.0034	-0.028	0.0075
Si	9.6679	6.8362	32.0833	-0.0092	-0.1345	-0.0125
Si	1.9336	2.7345	0.9679	-0.0396	-0.0393	0.3958
Si	5.8008	2.7345	0.9679	-0.0315	0.004	-0.1307
Si	9.6679	2.7345	0.9679	-0.0565	0.0166	-0.3868
Si	0	4.1018	0.9679	0.0341	-0.1402	-0.0022
Si	3.8672	4.1018	0.9679	-0.1096	-0.1332	0.2019
Si	7.7343	4.1018	0.9679	-0.0726	-0.0712	0.1104
Si	1.9336	8.2035	0.9679	0.0252	0.0622	-0.2206
Si	5.8008	8.2035	0.9679	-0.1807	-0.0397	0.0756
Si	9.6679	8.2035	0.9679	0.016	0.0043	0.2516
Si	0	9.5708	0.9679	-0.0214	-0.0157	0.0119
Si	3.8672	9.5708	0.9679	-0.0673	0.0168	0.1194
Si	7.7343	9.5708	0.9679	-0.0606	-0.0432	-0.2662
Si	-0.0592	-0.0137	2.9106	0.0782	0.1089	0.0856
Si	3.8206	0.0009	2.9299	-0.014	0.1753	0.1536
Si	7.678	-0.0147	2.8655	-0.0183	0.0938	-0.0267
Si	1.8725	1.3931	3.0066	-0.0222	-0.176	0.12
Si	5.7569	1.377	2.889	-0.1058	-0.0844	0.0083
Si	9.61	1.3538	2.8429	0.027	-0.1291	-0.0166
Si	-0.0062	5.4407	2.9077	0.0068	0.0971	0.1033
Si	3.7811	5.3953	2.9611	0.0231	0.0208	0.0278
Si	7.6632	5.4848	2.8987	-0.0196	0.0837	0.1703
Si	1.9037	6.8234	2.8583	0.0039	-0.0886	0.0773
Si	5.695	6.7962	2.8847	-0.0207	-0.0608	0.093
Si	9.6477	6.7928	2.9141	-0.0717	-0.0994	0.2009
Si	1.8043	2.6126	5.1477	0.0914	0.2592	-0.2523
Si	5.7024	2.7266	4.8294	-0.0685	0.2364	-0.0536
Si	9.5634	2.8785	4.6147	0.0873	0.1321	0.0148
Si	-0.0695	4.125	4.8917	-0.1199	-0.085	-0.1769
Si	3.722	4.0448	4.9877	-0.0307	-0.1408	-0.2466
Si	7.6271	4.2	4.8977	-0.0317	-0.2266	-0.1037
Si	1.8721	8.2235	4.7466	0.0692	0.2565	-0.1068
Si	5.6643	8.0851	4.8609	0.0998	0.0945	-0.0865
Si	9.5719	8.0717	4.933	0.0735	0.2226	-0.2232
Si	-0.1313	9.5317	4.8407	0.1055	-0.2225	-0.0842
Si	3.8017	9.597	4.9108	-0.0067	-0.2054	-0.2849
Si	7.6275	9.374	4.6407	-0.0055	-0.1458	0.0498
Si	-0.2933	0.0142	6.7245	-0.2767	-0.2854	0.3136
Si	3.7856	-0.1036	6.9667	0.2229	-0.4171	0.4588
Si	7.6529	-0.0574	6.352	-0.0033	-0.3904	0.0253
Si	1.7336	1.0852	7.1484	-0.1861	0.1102	0.8457
Si	5.7286	1.2313	6.6483	0.2342	0.318	0.111
Si	9.4632	1.4055	6.3464	-0.1156	0.4068	-0.0393
Si	-0.1432	5.6005	6.7636	0.2186	-0.354	0.1932
Si	3.7195	5.4152	6.9383	0.1176	-0.386	0.5008
Si	7.6601	5.4427	6.9935	-0.1386	-0.5321	0.4179
Si	1.7918	6.8775	6.6381	-0.2255	0.3643	-0.03
Si	5.6758	6.695	6.8326	-0.112	0.4074	0.2514
Si	9.4834	6.9482	7.0931	0.0339	0.5632	0.5937
O	5.5961	7.6614	8.2016	0.1995	-0.1916	-0.3397
O	7.6229	4.4085	8.3634	0.0297	0.4676	-0.4424
O	10.6995	10.2022	8.102	0.2021	0.0897	-0.257
O	9.0423	2.2932	7.705	-0.0011	0.0639	-0.0326
O	7.9391	10.1151	7.8101	-0.0444	-0.0784	0.0366
O	9.3517	8.0096	8.4715	0.0716	-0.633	-0.5322
O	1.4339	8.0674	7.808	0.0766	-0.0228	-0.3352
O	6.234	2.2086	7.9109	-0.1793	0.0138	-0.1399
O	0.3011	4.6324	8.078	-0.1329	0.0441	-0.4432
O	3.9946	9.7922	8.2833	-0.1467	0.4161	-0.3743
O	3.8681	4.4691	8.3548	0.0395	0.2351	-0.6472
O	1.4283	1.4966	8.7916	0.1359	-0.2279	-0.7805
O	2.2542	7.7974	22.8685	0.0707	-0.0208	0.431
O	6.3538	2.3976	23.2076	-0.0856	0.0211	0.1091
O	-0.0785	10.063	22.8585	0.0717	0.2371	0.3795
O	2.1721	2.2164	22.8842	-0.0047	-0.2858	0.2711
O	3.6064	4.4818	23.2117	0.0813	0.007	0.1336
O	4.7629	10.1055	22.7584	-0.3268	0.1562	0.3815
O	9.0753	2.3232	22.9738	0.1953	-0.115	0.2562
O	5.9463	7.7291	22.9082	-0.0608	-0.1527	0.2973
O	9.9069	7.9186	22.7855	-0.0969	-0.3727	0.5364
O	7.8161	4.664	23.0012	0.0204	0.123	0.1489
O	7.4139	10.0053	23.0588	0.1664	0.0263	0.1492
O	0.8733	4.5488	22.9983	-0.2074	0.0973	0.2259
Si	1.6264	7.804	9.403	-0.0472	0.1049	0.5028
Si	0.9079	1.4414	15.4783	-0.0167	-0.0067	0.1229
Si	3.1074	5.3093	17.0963	-0.0168	0.0136	0.0177
Si	2.2765	3.7956	22.5491	0.0619	0.2244	-0.4122
Si	6.4044	-4.1084	13.6677	-0.0474	0.0241	-0.0829
Si	0.5472	5.0301	9.6357	-0.16	-0.1269	0.4784
Si	13.5262	7.9078	21.2777	-0.0406	-0.2198	-0.4862
Si	-0.5806	2.9944	11.4358	-0.1532	-0.0431	-0.0072
Si	-1.4128	4.8236	16.6089	-0.0462	-0.074	0.1024
Si	7.5871	2.9967	16.7769	0.0654	-0.0616	0.0831
Si	1.8792	9.7182	11.7106	0.1153	0.0005	0.2325
Si	-0.8304	8.9871	21.8946	0.0163	0.0883	-0.4705
Si	-0.4789	14.7288	19.1217	-0.0272	-0.0452	0.067
Si	7.1122	8.9137	19.2798	0.1677	0.0287	-0.3256
Si	0.4376	11.8764	18.5702	-0.0826	-0.0657	-0.0234
Si	-0.118	3.943	14.2448	-0.0772	-0.0345	-0.1523
Si	-3.1573	7.0349	17.5656	0.0635	-0.0159	0.0689
Si	4.8925	9.208	12.0091	-0.1212	0.2228	0.2695
Si	4.8615	-1.2858	17.3222	0.0173	0.0564	-0.0185
Si	6.1268	9.2546	22.3617	0.1869	0.0811	-0.3141
Si	11.804	-1.4627	14.4085	0.0924	0.0855	-0.0762
Si	2.7497	3.5337	14.5018	-0.0144	0.0164	0.069
Si	1.9841	1.6195	10.3326	0.0287	0.036	0.5206
Si	8.6574	0.9711	10.7674	0.101	0.1092	0.4294
Si	3.5061	4.0547	9.8891	-0.1459	-0.0332	0.4194
Si	6.261	12.0472	12.6408	0.1	-0.0572	0.0347
Si	6.9161	11.2493	15.458	-0.0734	0.0183	-0.0792
Si	2.2891	8.2528	16.5548	0.0299	0.0956	0.0354
Si	7.6653	2.7751	8.465	0.2538	-0.5	0.2252
Si	5.2056	4.1316	12.4216	0.1503	-0.1677	0.1426
Si	5.9943	5.4472	16.4309	0.0071	0.0122	-0.0002
Si	4.5225	8.4719	9.0966	0.0464	0.0673	0.437
Si	7.6789	3.109	22.5745	-0.1435	-0.1264	-0.3743
Si	-2.1816	10.776	19.5865	0.0391	0.2418	-0.4137
Si	1.9297	-5.8703	19.9648	-0.2363	-0.0001	-0.1544
Si	9.2593	9.6521	8.6612	-0.087	0.4752	0.1914
Si	8.3464	2.7674	19.7288	0.224	0.0155	-0.2814
Si	2.539	9.85	19.1116	-0.0812	0.1479	-0.2388
Si	8.6757	8.6477	14.8806	-0.0741	0.0558	0.0336
O	6.4458	9.1009	20.7526	-0.151	0.0648	0.4764
O	7.8663	10.0778	14.8229	0.0831	-0.1046	0.035
O	10.9367	4.2964	10.446	0.065	0.066	-0.1956
O	-2.6738	14.7628	16.3922	-0.012	0.0015	-0.06
O	-0.8049	16.0842	15.1194	0.0462	-0.0025	-0.0113
O	3.0174	4.1496	15.9765	0.0046	-0.0171	0.0188
O	3.9336	10.4094	18.449	-0.0296	-0.0628	0.042
O	5.7754	-4.5548	15.1093	-0.0248	-0.0073	0.0204
O	-0.2975	15.0165	17.5276	-0.0287	0.0533	-0.0474
O	3.2756	9.0564	12.2492	-0.0158	-0.048	-0.0958
O	6.2016	1.1241	14.2548	-0.0395	0.0082	0.0052
O	7.766	0.7271	12.1148	0.0654	0.0112	-0.1878
O	1.257	9.0409	10.3686	-0.025	-0.0442	-0.2575
O	11.8986	4.9403	19.9585	0.1421	0.0372	0.0259
O	9.0149	10.4326	10.1178	0.0555	-0.3893	-0.4264
O	-8.3535	7.5139	9.5461	-0.0275	-0.1589	-0.1537
O	2.3337	1.9406	14.7787	-0.0194	0.0413	-0.0407
O	2.7988	9.0671	20.5201	0.0296	-0.0102	0.1794
O	7.4043	3.1508	20.9728	-0.0281	0.0377	0.3725
O	2.271	0.2779	11.2088	-0.0463	0.0913	-0.2164
O	-0.1788	2.6096	15.1801	-0.0054	0.0101	-0.0049
O	3.3998	2.4395	10.1901	0.0853	-0.0286	-0.1951
O	4.565	4.6276	10.9948	-0.0759	0.0142	-0.2463
O	9.5641	14.7883	19.5739	-0.0976	-0.0509	0.0305
O	5.2893	10.7861	12.2239	0.0032	-0.0261	-0.0485
O	6.3163	3.8472	16.1558	-0.0164	0.0257	-0.0192
O	6.2365	5.3939	12.8143	-0.02	0.0231	0.0322
O	-1.7738	6.1822	17.442	-0.0491	0.0421	-0.03
O	4.0368	3.8389	13.5521	-0.0358	0.0325	-0.0562
O	10.0498	1.739	11.1215	-0.0843	-0.0609	-0.0686
O	-0.9534	3.6099	12.8952	0.0658	0.0478	0.051
O	2.2917	6.6308	16.6084	0.0077	-0.002	-0.0076
O	2.5078	3.9139	20.9426	0.0153	-0.1196	0.3237
O	5.585	8.0846	12.9877	0.0435	-0.0824	-0.0155
O	1.7998	8.8823	17.9932	0.025	-0.0569	0.0848
O	-1.3407	8.8838	14.4615	-0.001	-0.0202	-0.0221
O	4.6764	5.6352	17.354	0.0382	-0.0101	-0.0132
O	1.4363	4.2842	13.8513	0.0277	0.0006	0.0206
O	2.5056	4.7595	18.4882	0.0051	-0.0037	0.0795
O	-3.0372	8.2142	16.4507	0.0193	-0.0042	-0.0038
O	-1.7595	9.7916	20.8132	0.0463	-0.1636	0.4059
O	0.3306	8.1986	21.0565	-0.0794	-0.0352	0.1584
O	-4.3561	6.0028	17.2709	-0.025	-0.0316	0.0111
O	1.5618	11.1	19.4462	0.0715	-0.0844	0.0873
O	5.7296	-0.2691	16.4113	-0.0404	-0.0139	0.041
O	5.9072	2.6541	12.1863	-0.067	0.104	-0.0212
O	13.9331	6.5407	20.4885	0.0625	0.1486	0.2477
O	-0.9405	10.9682	18.5158	-0.0625	-0.0457	0.0916
O	0.9177	2.3877	11.3075	0.1841	-0.0604	-0.094
O	0.562	6.6436	9.8534	0.0496	0.101	-0.1566
O	7.7576	12.405	16.2356	0.0304	0.0858	0.0253
O	8.0596	10.1973	18.8899	-0.0358	-0.0562	0.1112
O	1.2439	8.6474	15.3654	0.0019	-0.0576	0.0188
O	-3.8153	12.9996	9.9238	-0.1356	0.2801	-0.2817
O	5.9244	-2.2057	18.163	-0.0019	-0.0477	0.078
O	5.2972	8.8822	10.4664	-0.0163	-0.0464	-0.306
O	7.924	7.4764	13.9502	0.0514	-0.0073	-0.025
O	1.0478	1.2067	17.0849	0.0592	0.009	-0.0584
O	11.7599	2.3164	19.3862	0.0071	0.024	0.0038
O	3.8403	8.7991	16.3463	-0.0168	-0.0103	0.0013
O	0.2647	11.0304	14.8651	-0.0106	-0.0114	-0.0356
O	7.4237	2.8362	18.3952	-0.0225	0.0017	0.0517
O	-3.467	-3.3073	19.067	-0.031	0.023	-0.0441
O	2.0081	4.6106	10.1924	0.0594	0.0351	-0.1152
O	0.7564	9.4946	12.8671	-0.0757	-0.0185	-0.0159
O	9.0139	1.3269	20.0783	-0.0456	-0.0339	0.1463

Results
free energy: -144630.058 eV
free energy less fixed offsets of O -568.88, Si -635.61 eV per atom: 3.812 eV

The program warned: the cutoff lies below the one the program advises for these potential files; the forces do not sum to zero within the program's tolerance; the exchange-correlation potential is rough where the density is thin.
